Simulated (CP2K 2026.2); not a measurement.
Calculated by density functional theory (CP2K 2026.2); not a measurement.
Periodic cell of 504 atoms, Si360O144, from a study of silicon, its oxide and their interface. The atomic structure is a simulated model.
Doubt: the forces sum to 3.61 eV/angstrom along one axis rather than to zero, so they err by at least 0.0072 eV/angstrom per atom on average; the grid cutoff is modest.

Settings
functional: PBE
method: Gaussian and plane waves
basis set: DZVP-MOLOPT-SR-GTH
pseudopotentials: GTH-PBE
grid cutoff: 300 Ry, relative cutoff 40 Ry
k points: Gamma only
occupations: fixed
spin: none
net charge: 0

Cell vectors (angstrom)
a	16.32	0	0
b	0	16.32	0
c	3.6201	7.0704	33.5917

Atoms and the computed forces on them: element, x, y, z (angstrom), force x, y, z (eV/angstrom)
Si	1.092	-1.153	0.085	0.251	-0.133	0.739
Si	3.833	1.675	-0.046	0.1	-0.205	0.714
Si	1.584	3.885	0.006	-0.168	0.145	0.76
Si	3.808	7.021	-0.001	0.184	-0.099	0.704
Si	1.672	-7.019	0.123	-0.158	0.03	0.734
Si	4.309	-4.396	0.051	-0.094	0.232	0.741
Si	7.127	-1.781	-0.043	-0.187	0.246	0.75
Si	9.23	1.682	0.052	0.087	-0.106	0.768
Si	6.972	3.867	0.031	-0.106	0.212	0.739
Si	9.727	6.65	0	-0.203	0.138	0.746
Si	6.529	9.744	0.205	0.069	-0.156	0.764
Si	-7.083	-4.051	0.312	0.204	0.067	0.676
Si	-3.824	-1.676	0.135	-0.112	0.133	0.733
Si	-1.048	1.172	0.057	-0.341	0.138	0.715
Si	-4.316	4.474	-0.094	0.161	-0.239	0.749
Si	-1.496	7.096	0.054	0.102	-0.231	0.721
Si	-3.78	-7.075	0.1	-0.153	0.158	0.807
Si	-1.592	-3.875	0.138	0.163	-0.157	0.76
Si	2.739	0.029	1.276	-0.011	0.023	-0.068
Si	5.413	2.721	1.345	0.018	0.004	-0.048
Si	2.709	5.448	1.346	-0.005	-0.001	-0.045
Si	5.36	8.135	1.401	-0.02	0.006	-0.048
Si	2.785	-5.476	1.456	-0.009	-0.015	-0.061
Si	5.453	-2.759	1.313	0.018	-0.013	-0.078
Si	8.142	-0.038	1.242	-0.001	-0.012	-0.045
Si	-5.427	2.823	1.253	-0.008	0.015	-0.061
Si	8.152	5.466	1.303	0.022	-0.018	-0.053
Si	-5.428	8.158	1.371	0.018	0.005	-0.041
Si	8.023	10.845	1.627	-0.002	-0.016	-0.024
Si	-5.426	-2.805	1.416	-0.025	0.004	-0.029
Si	-2.707	0.023	1.319	0.025	-0.026	-0.059
Si	0.044	2.746	1.375	0.005	0.007	-0.066
Si	-2.707	5.493	1.301	-0.011	0.022	-0.057
Si	0.043	8.2	1.409	0.008	0.008	-0.044
Si	-2.717	-5.459	1.434	0.01	-0.007	-0.047
Si	0.001	-2.731	1.412	-0.011	-0.002	-0.053
Si	1.4	1.365	2.721	-0.005	-0.024	0.026
Si	4.103	4.119	2.712	-0.005	-0.004	0.013
Si	1.339	6.766	2.741	0.001	0.002	0.018
Si	4.079	9.486	2.84	0.013	-0.001	0.039
Si	1.383	-4.086	2.732	-0.012	-0.01	0.011
Si	4.096	-1.347	2.633	0.001	-0.006	0.007
Si	6.766	1.293	2.654	0.025	0.015	0.024
Si	9.528	4.119	2.689	0.013	0.013	0.031
Si	6.794	6.795	2.691	0.007	0.003	0.009
Si	9.528	9.485	2.772	0.01	-0.02	0.014
Si	6.697	12.27	2.868	-0.022	0.025	0.038
Si	-6.79	-1.339	2.676	-0.019	-0.01	0.015
Si	-4.095	1.406	2.623	-0.026	-0.019	-0.006
Si	-1.377	4.096	2.667	0.004	0.021	-0.006
Si	-4.062	6.808	2.739	0	-0.006	0.041
Si	-1.301	-6.761	2.774	-0.009	-0.01	0.033
Si	-4.097	-4.138	2.8	0.01	0.001	0.026
Si	-1.364	-1.333	2.745	0.01	0.012	0.028
Si	0.018	0.017	4.083	0.002	-0.004	-0.008
Si	2.742	2.741	4.069	-0.005	-0.004	-0.009
Si	-0.029	5.421	4.081	-0.007	0.006	0.002
Si	2.689	8.121	4.13	-0.001	0.013	-0.02
Si	0.033	-5.413	4.13	0.001	-0.007	0.008
Si	2.742	-2.695	4.045	0.026	-0.003	-0.008
Si	5.427	-0.017	4.058	0	-0.008	0.005
Si	8.152	2.699	4	0.005	0.002	-0.026
Si	5.46	5.446	4.083	-0.012	0.005	-0.001
Si	8.155	8.125	4.093	-0.01	0.005	-0.003
Si	5.399	10.868	4.198	0.007	-0.011	0.005
Si	8.16	-2.677	4.09	0.002	-0.011	-0.023
Si	-5.437	0.036	4.023	0.013	-0.005	0.002
Si	-2.731	2.727	4.024	-0.001	-0.003	0.006
Si	-5.435	5.445	4.086	0.001	0.003	-0.014
Si	-2.696	8.174	4.09	-0.019	-0.001	-0.014
Si	-5.458	-5.472	4.144	0.007	0.008	0.019
Si	-2.722	-2.718	4.091	0.011	0.008	-0.008
Si	1.357	-1.365	16.372	-0.006	-0.003	-0.008
Si	4.076	1.347	16.349	0.004	0.002	-0.007
Si	1.407	4.056	16.332	0.002	0.011	-0.011
Si	4.081	6.813	16.317	0	-0.014	0
Si	1.374	-6.791	16.342	0.001	-0.006	0.001
Si	4.07	-4.077	16.364	0.002	-0.004	-0.001
Si	6.772	-1.386	16.33	0.003	-0.012	-0.011
Si	-6.837	1.33	16.275	-0.001	0.014	-0.012
Si	6.773	4.062	16.273	-0.01	-0.004	-0.009
Si	-6.815	6.796	16.294	0.021	-0.014	0.002
Si	6.762	9.518	16.305	-0.011	-0.006	-0.007
Si	-6.791	-4.041	16.296	-0.002	0.002	-0.01
Si	-4.08	-1.395	16.307	0.001	0.006	-0.005
Si	-1.317	1.337	16.351	-0.009	0.017	-0.006
Si	-4.074	4.077	16.283	-0.011	-0.003	-0.017
Si	-1.336	6.821	16.289	0.009	0.016	-0.002
Si	-4.063	9.581	16.27	-0.001	0.005	-0.016
Si	-1.354	-4.058	16.337	-0.013	0.003	0.002
Si	2.701	0.013	17.736	0.014	0.015	-0.007
Si	5.497	2.669	17.679	-0.002	-0.001	0.002
Si	2.765	5.429	17.681	0.004	-0.002	0.025
Si	5.416	8.167	17.709	0.022	0.016	0.006
Si	2.738	-5.458	17.737	-0.011	0.009	-0.002
Si	5.389	-2.687	17.743	0	0.001	0.023
Si	8.171	-0.062	17.664	-0.007	0.022	-0.013
Si	-5.503	2.735	17.581	0.015	0.005	-0.017
Si	8.086	5.445	17.625	0.004	-0.007	0.007
Si	-5.428	8.21	17.568	-0.008	0.003	0.016
Si	8.104	10.946	17.584	-0.003	0.01	-0.004
Si	-5.433	-2.721	17.718	-0.017	-0.012	0.011
Si	-2.683	-0.08	17.65	0.008	-0.02	0.004
Si	0.079	2.686	17.714	0.019	-0.016	-0.01
Si	-2.685	5.439	17.612	-0.021	-0.014	0.014
Si	0.003	-8.147	17.684	-0.002	-0.023	0.02
Si	-2.739	-5.387	17.689	0.006	0	0.006
Si	0.004	-2.733	17.742	-0.007	0.013	0.024
Si	1.375	1.323	19.182	-0.018	0.004	0.005
Si	4.179	4.065	19.011	-0.009	0.029	-0.03
Si	1.382	6.794	19.022	0.007	0.001	-0.038
Si	4.089	-6.811	19.133	-0.014	-0.001	-0.008
Si	1.383	-4.098	19.098	0.002	-0.004	-0.003
Si	4.034	-1.304	19.144	0.016	-0.002	-0.023
Si	6.837	1.255	19.047	0.002	0.018	-0.012
Si	-6.909	4.055	18.944	-0.03	-0.054	-0.014
Si	6.782	6.806	19.053	-0.004	-0.017	-0.015
Si	-6.831	9.594	18.85	0.016	0.005	-0.033
Si	6.775	-4.071	19.038	0	-0.006	-0.028
Si	9.494	-1.398	19.085	0.006	-0.022	-0.014
Si	-4.13	1.316	18.821	-0.018	-0.007	-0.04
Si	-1.277	4.11	18.969	-0.007	0.044	-0.023
Si	-4.056	6.846	18.89	0.002	0.012	-0.026
Si	-1.372	-6.751	19.013	-0.01	0.001	-0.022
Si	-4.074	-4.044	19.122	0.01	-0.015	0.003
Si	-1.367	-1.406	19.141	-0.02	0.017	-0.015
Si	-0.042	-0.035	20.573	0.001	0.002	0.065
Si	2.858	2.716	20.405	0.018	-0.003	0.055
Si	0.052	5.432	20.417	0.007	-0.014	0.073
Si	2.724	8.108	20.459	-0.021	-0.017	0.056
Si	0.008	-5.468	20.438	0.004	-0.017	0.034
Si	2.663	-2.683	20.497	-0.017	-0.002	0.033
Si	5.478	-0.003	20.517	0.011	0.007	0.049
Si	8.225	2.567	20.395	0.046	0.001	0.039
Si	5.523	5.384	20.457	-0.002	-0.016	0.05
Si	8.147	8.306	20.238	-0.033	0.017	0.053
Si	5.449	-5.409	20.467	0.015	0.011	0.035
Si	8.119	-2.752	20.462	0.011	-0.008	0.072
Si	-5.38	-0.019	20.303	0.028	-0.014	0.052
Si	-2.73	2.677	20.065	0.033	-0.03	0.035
Si	-5.58	5.574	20.111	-0.029	0.056	-0.007
Si	-2.72	-8.151	20.317	0	-0.011	0.043
Si	-5.544	-5.438	20.306	-0.016	-0.004	0.051
Si	-2.708	-2.763	20.596	0.025	0	0.032
Si	1.029	-1.703	21.929	0.106	0.2	-0.732
Si	4.462	1.688	21.815	-0.104	-0.128	-0.712
Si	1.682	4.256	21.682	-0.172	-0.014	-0.72
Si	3.867	6.473	21.726	0.109	0.138	-0.791
Si	1.136	-7.041	21.77	0.226	0.094	-0.718
Si	4.281	-3.818	21.751	-0.106	-0.183	-0.732
Si	6.561	-1.645	21.843	0.14	0.21	-0.727
Si	-6.32	1.582	21.705	-0.531	-0.327	-0.555
Si	6.78	3.792	21.713	0.051	0.173	-0.674
Si	-6.639	7.167	21.515	0.021	-0.18	-0.64
Si	7.068	-6.559	21.738	-0.198	-0.055	-0.708
Si	9.262	-4.34	21.757	0.168	0.111	-0.751
Si	-3.884	-1.056	21.747	0.002	-0.283	-0.718
Si	-1.765	1.223	21.605	0.225	-0.06	-0.72
Si	-4.297	3.982	21.114	0.172	0.135	-0.679
Si	-1.106	7.078	21.637	-0.028	-0.042	-0.724
Si	-4.391	-7.039	21.526	0.126	0.043	-0.734
Si	-1.136	-4.02	21.894	-0.262	-0.084	-0.66
Si	-2.836	4.016	-2.909	-0.073	0.09	0.03
Si	-0.112	5.396	-2.198	-0.028	0.069	0.143
Si	1.873	-1.314	-2.86	-0.039	0.102	0.137
Si	7.816	7.965	-2.073	0.037	-0.069	0.179
Si	3.055	7.122	-6.272	0.063	0.056	-0.029
Si	-5.477	-5.443	-1.863	0.009	-0.023	0.101
Si	4.126	0.633	-2.91	-0.025	0.017	0.156
Si	5.227	-7.983	23.85	0.02	0.052	-0.101
Si	-2.42	6.621	24.403	-0.079	-0.07	-0.074
Si	-3.935	-0.691	-2.676	-0.071	-0.052	0.11
Si	-0.198	2.881	23.746	0.038	0.002	-0.09
Si	1.091	-3.653	-7.197	0.019	-0.121	0.02
Si	-3.786	-7.403	25.665	-0.087	0.06	0.06
Si	5.642	5.667	-2.18	-0.046	0.042	0.135
Si	6.537	0.651	-6.696	0.172	-0.054	-0.124
Si	5.662	-4.204	-6.608	-0.027	0.05	-0.069
Si	0.228	6.537	-5.012	-0.023	-0.091	0.072
Si	-1.461	-2.2	-6.611	0.039	0.003	0.122
Si	-1.795	1.338	-2.859	-0.007	0.024	0.066
Si	-5.199	-2.862	23.848	-0.083	0.015	-0.107
Si	5.112	5.024	-5.227	0.077	0.071	0.114
Si	0.001	-5.451	-2.069	0.017	0.008	0.092
Si	6.959	-0.76	24.797	-0.016	-0.022	-0.108
Si	-5.515	1.889	24.614	-0.02	-0.054	-0.154
Si	7.531	-2.041	-5.643	-0.149	0.019	-0.045
Si	2.106	0.475	-6.729	0.041	0.014	-0.031
Si	3.784	-3.666	-2.929	0.077	-0.066	0.172
Si	-7.586	5.343	23.68	-0.003	-0.099	-0.168
Si	6.065	-1.772	-3.021	0.011	-0.091	0.16
Si	-4.364	-3.528	-3.608	-0.001	0.058	0.024
Si	-1.498	5.216	-7.226	0.038	0.162	0.009
Si	-4.462	4.566	23.872	-0.008	0.114	-0.037
Si	1.786	-1.183	24.958	-0.002	0.042	-0.145
Si	1.705	-4.993	-4.374	-0.06	-0.088	0.023
Si	7.186	6.873	-6.629	0.018	-0.043	0.011
Si	-6.063	1.408	-2.82	0.008	0.146	0.107
Si	4.252	2.06	-5.606	-0.005	-0.033	-0.017
Si	-6.271	6.656	-5.212	-0.107	-0.136	-0.05
Si	-4.061	4.898	-5.568	0.099	-0.043	0.071
Si	5.087	-7.163	-6.528	-0.073	-0.059	-0.084
Si	-0.431	5.169	25.714	0.09	-0.063	-0.065
Si	-6.847	-7.044	-4.198	-0.021	0.083	0.106
Si	-0.399	0.707	25.894	-0.061	0.056	-0.071
Si	-3.147	-5.194	23.823	0.144	-0.117	-0.015
Si	-6.921	-5.883	-7.104	0.044	0.013	-0.079
Si	-0.201	-0.231	-4.819	0.021	0.027	0.066
Si	-6.315	3.912	-4.311	0.012	0.06	0.029
Si	-6.046	-3.146	-6	-0.045	-0.057	0.027
Si	7.19	4.956	26.292	-0.033	0.011	-0.046
Si	-2.551	-4.96	-5.458	0	-0.009	0.072
Si	3.002	-5.71	23.91	-0.051	0.004	-0.187
Si	-7.78	1.72	-5.08	0.035	0.025	-0.001
Si	4.169	0.793	24.748	0.055	-0.034	-0.125
Si	-0.404	-6.93	-4.445	0.098	-0.006	0.114
Si	1.375	-1.353	5.426	-0.002	0	0.011
Si	4.087	1.363	5.422	0.002	-0.006	0.01
Si	1.355	4.074	5.43	0.002	-0.006	0.005
Si	4.087	6.784	5.459	0.007	0.003	0.007
Si	1.357	9.513	5.479	-0.005	-0.004	0.014
Si	4.04	12.263	5.48	-0.011	-0.006	0.016
Si	6.794	-1.339	5.447	-0.005	-0.01	0.013
Si	9.516	1.373	5.399	-0.014	-0.005	0.004
Si	6.813	4.055	5.409	0.027	-0.002	-0.001
Si	-6.802	6.782	5.456	0.014	0.002	0.005
Si	6.816	9.504	5.472	0.007	0.003	0.003
Si	9.505	12.254	5.449	-0.012	0.001	0.014
Si	-4.091	-1.335	5.411	-0.013	-0.004	0.009
Si	-1.366	1.38	5.409	-0.005	-0.001	0.009
Si	-4.076	4.073	5.421	-0.001	0.001	0.009
Si	-1.362	6.795	5.449	-0.004	0.012	0.011
Si	-4.069	-6.815	5.471	0.01	-0.004	0.006
Si	-1.354	-4.061	5.461	0	0.013	0.006
Si	2.726	0.007	6.789	0.002	0	0.002
Si	5.45	2.714	6.787	-0.001	-0.003	0
Si	2.716	5.427	6.803	-0.005	0.002	0.003
Si	5.442	8.15	6.818	0.002	0.004	0
Si	2.703	10.887	6.834	-0.005	0.008	0.002
Si	5.438	-2.709	6.808	0.003	-0.005	-0.002
Si	8.163	0.022	6.788	-0.001	0.001	0.002
Si	-5.442	2.718	6.779	0.011	0.003	-0.004
Si	-8.16	5.413	6.797	0.005	-0.001	-0.003
Si	10.879	8.146	6.815	-0.006	0.005	0.002
Si	8.162	10.884	6.817	0.005	-0.005	0.005
Si	10.879	-2.701	6.788	-0.003	0.004	-0.006
Si	-2.722	0.015	6.776	0.003	0.001	-0.003
Si	-0.007	2.721	6.791	-0.001	-0.001	0.001
Si	-2.725	5.431	6.798	-0.007	-0.003	-0.002
Si	-0.01	8.153	6.82	0	0.003	0.002
Si	-2.714	-5.435	6.812	-0.007	-0.005	0
Si	0.013	-2.703	6.804	0.003	-0.01	0.005
Si	1.355	1.359	8.148	-0.005	0	-0.002
Si	4.082	4.067	8.154	-0.002	-0.003	-0.003
Si	1.362	6.794	8.167	-0.001	0.008	-0.003
Si	4.083	9.523	8.169	0.005	0.008	-0.004
Si	1.347	-4.072	8.18	-0.004	-0.018	0
Si	4.079	-1.349	8.162	0.002	0	-0.008
Si	6.806	1.366	8.16	0.009	0.004	0.001
Si	-6.792	4.071	8.159	-0.007	-0.003	0
Si	6.803	6.781	8.161	-0.002	-0.001	-0.011
Si	9.526	9.521	8.167	0.012	0.009	-0.001
Si	6.792	-4.078	8.164	-0.003	-0.005	0.004
Si	9.515	-1.348	8.15	-0.001	-0.003	-0.004
Si	-4.081	1.365	8.147	-0.011	0	-0.009
Si	-1.36	4.08	8.159	-0.004	0.009	-0.01
Si	-4.081	6.786	8.169	0.001	-0.006	-0.004
Si	-1.365	-6.801	8.176	0	-0.003	0
Si	-4.082	-4.065	8.153	0.006	0.003	-0.003
Si	-1.36	-1.342	8.147	0.003	0.003	-0.002
Si	0	0.005	9.517	-0.001	0.003	-0.002
Si	2.716	2.713	9.513	0	-0.008	-0.004
Si	-0.002	5.437	9.524	-0.002	-0.008	-0.003
Si	2.72	8.161	9.522	0	0.004	-0.005
Si	-0.006	-5.439	9.531	-0.007	0.003	0.005
Si	2.72	-2.712	9.524	0.002	-0.006	-0.001
Si	5.442	0.004	9.518	0.003	0.003	0
Si	-8.154	2.72	9.521	0.008	0.007	-0.002
Si	5.437	5.431	9.519	0.004	0.003	-0.001
Si	8.16	8.155	9.517	-0.001	-0.001	-0.005
Si	5.437	-5.436	9.527	-0.001	-0.002	0.003
Si	8.157	-2.713	9.512	-0.002	-0.002	0
Si	-5.439	0.006	9.51	0.006	-0.001	-0.002
Si	-2.719	2.719	9.517	0.005	0.005	-0.003
Si	-5.439	5.431	9.529	0.005	0.001	-0.004
Si	-2.723	8.152	9.527	-0.012	0.003	-0.005
Si	-5.436	-5.432	9.517	-0.002	-0.004	0.002
Si	-2.716	-2.708	9.509	-0.001	-0.005	-0.003
Si	1.358	-1.357	10.881	-0.006	-0.001	0.001
Si	4.074	1.355	10.875	-0.001	0.007	-0.002
Si	1.358	4.073	10.878	0	0.013	-0.006
Si	4.08	6.798	10.877	-0.002	0.003	-0.001
Si	1.361	9.521	10.883	0.001	0.002	-0.003
Si	4.076	-4.075	10.885	0.005	-0.005	0.006
Si	6.795	-1.361	10.878	-0.001	-0.004	0.004
Si	-6.795	1.36	10.879	-0.006	0.008	-0.001
Si	-9.519	4.076	10.877	0.004	-0.01	-0.002
Si	9.52	6.799	10.88	0.008	-0.003	-0.002
Si	6.797	9.517	10.876	0.005	-0.002	0.001
Si	9.516	-4.075	10.872	0.006	-0.001	0.002
Si	-4.077	-1.351	10.869	-0.004	0.004	-0.001
Si	-1.356	1.363	10.88	-0.006	-0.002	-0.002
Si	-4.072	4.076	10.888	-0.008	-0.004	-0.002
Si	-1.358	6.797	10.889	0.003	0.006	-0.003
Si	-4.08	9.523	10.877	0.007	-0.003	-0.001
Si	-1.362	-4.069	10.878	-0.006	-0.007	0.005
Si	2.723	-0.008	12.243	0.003	0.003	0
Si	5.434	2.716	12.229	0	0.004	-0.004
Si	2.716	5.438	12.231	-0.002	-0.012	-0.002
Si	5.433	8.163	12.239	0.005	0.003	0.005
Si	2.711	10.888	12.243	-0.004	-0.006	0.002
Si	5.435	-2.719	12.247	0	0	0.006
Si	8.154	0.003	12.23	0.014	0.005	0.002
Si	-5.428	2.711	12.243	0.004	0.005	-0.004
Si	-8.161	5.437	12.236	-0.006	0.005	0.002
Si	10.877	8.167	12.237	-0.003	0.005	-0.001
Si	8.153	10.883	12.231	-0.005	-0.006	0.002
Si	10.878	-2.71	12.223	0.009	-0.003	0.001
Si	-2.713	-0.003	12.237	0	0.004	0
Si	0.007	2.714	12.248	0	0.002	-0.003
Si	-2.712	5.435	12.254	-0.005	0	0.003
Si	0.008	8.158	12.244	-0.003	0.001	0.005
Si	-2.713	-5.438	12.229	-0.009	0	0.001
Si	0.001	-2.717	12.245	0.001	-0.005	0.007
Si	1.373	1.351	13.606	-0.004	0.006	0.007
Si	4.074	4.077	13.583	-0.008	0.01	-0.009
Si	1.367	6.794	13.603	0.005	0.002	-0.002
Si	4.068	9.528	13.596	-0.003	0.007	0.001
Si	1.358	-4.073	13.615	-0.006	0.003	0.007
Si	4.07	-1.371	13.616	0.01	-0.005	0.009
Si	6.777	1.347	13.588	-0.012	0.019	0.003
Si	-6.797	4.073	13.587	0.01	-0.01	0
Si	6.792	6.797	13.59	0.007	-0.008	0.01
Si	9.51	9.527	13.594	0.013	-0.005	0.005
Si	6.795	-4.084	13.601	0.012	-0.01	0.003
Si	9.516	-1.353	13.584	-0.013	0	0.007
Si	-4.065	1.35	13.606	0.004	-0.005	-0.005
Si	-1.347	4.072	13.616	0.009	-0.006	0.006
Si	-4.075	6.815	13.595	-0.012	0.009	0
Si	-1.341	9.537	13.593	-0.001	-0.002	0.002
Si	-4.076	-4.071	13.57	-0.011	-0.007	-0.004
Si	-1.354	-1.356	13.606	-0.013	0.009	0.001
Si	0.021	-0.011	14.972	0.006	-0.01	0.008
Si	2.745	2.708	14.957	0.008	0.008	-0.003
Si	0.028	5.425	14.973	-0.006	-0.009	0.007
Si	2.716	8.167	14.962	0.001	0.004	0.001
Si	0.006	-5.431	14.983	-0.003	-0.001	-0.001
Si	2.711	-2.723	14.995	-0.003	-0.001	-0.001
Si	5.427	-0.01	14.973	-0.007	0.006	0.003
Si	8.142	2.709	14.924	0.004	-0.004	-0.003
Si	5.419	5.441	14.941	0	-0.003	-0.006
Si	8.142	8.164	14.949	-0.012	0.005	0.005
Si	5.413	10.891	14.963	0.005	-0.008	0.002
Si	8.151	-2.705	14.945	0.006	-0.005	-0.002
Si	-5.433	-0.015	14.951	-0.003	0.007	0
Si	-2.694	2.693	14.976	-0.007	0.004	-0.008
Si	-5.44	5.445	14.938	0.004	-0.009	-0.007
Si	-2.704	8.185	14.941	-0.005	0	-0.005
Si	-5.447	-5.408	14.926	0.015	0.007	-0.001
Si	-2.717	-2.733	14.945	0	-0.007	-0.002
O	6.83	-0.947	-6.635	-0.465	-0.107	-0.154
O	3.066	-0.25	25.309	0.129	0.026	0.285
O	6.017	4.028	25.661	0.22	0.109	-0.524
O	3.243	-4.915	-3.831	0.228	-0.284	-0.134
O	-7.543	6.686	22.787	-0.138	0.39	0.005
O	-3.892	-3.785	23.858	0.442	0.337	0.189
O	-2.662	-2.734	-0.338	-0.037	0.114	-0.569
O	2.714	-8.155	-0.459	-0.069	-0.161	-0.457
O	-8.142	-5.467	22.278	0.221	0.062	0.626
O	2.696	2.78	-0.482	-0.173	0.224	-0.25
O	-3.835	-6.213	22.796	0.106	0.057	0.123
O	-2.834	0.129	22.218	-0.225	0.147	0.318
O	6.765	6.797	-2.39	0.077	0.058	-0.366
O	-1.315	2.246	22.783	-0.372	0.323	0.035
O	0	-0.014	-0.31	-0.077	-0.042	-0.208
O	8.09	2.761	-0.437	0.044	0.011	-0.478
O	-3.927	-1.985	-3.617	0.2	0.161	-0.571
O	-4.927	6.207	-5.999	0.271	0.263	-0.363
O	-5.48	5.556	-0.486	-0.123	-0.175	-0.196
O	7.763	4.279	22.933	-0.141	-0.089	0.434
O	-7.243	0.927	-3.802	-0.134	-0.625	-0.105
O	-5.374	2.892	21.651	-0.096	0.33	0.051
O	-5.438	8.137	22.074	0.128	-0.075	0.433
O	7.201	-7.242	-1.102	0.294	0.374	-0.372
O	-4.501	-1.084	-1.218	-0.244	0.328	0.02
O	1.49	-4.083	-5.686	-0.179	-0.043	0.012
O	3.595	-3.942	-1.342	-0.521	0.149	-0.054
O	-0.693	7.856	-4.816	-0.6	0.033	-0.332
O	4.57	7.106	23.042	0.062	0.023	0.424
O	-5.863	3.02	-3.022	0.286	0.166	0.559
O	-6.209	1.199	23.308	0.12	-0.504	0.522
O	1.56	7.041	-5.736	-0.057	0.225	-0.081
O	-1.663	-4.825	23.244	0.186	0.076	0.173
O	0.206	1.727	24.788	0.54	-0.131	0.056
O	5.668	0.208	24.883	0.084	0.167	0.258
O	-1.824	6.441	22.929	0.014	-0.313	0.073
O	-4.755	-1.524	23.05	-0.424	0.546	0.248
O	-0.008	-8.143	22.19	-0.031	0.09	0.408
O	5.469	-5.471	-0.371	0.208	0.027	-0.424
O	-1.34	1.869	-1.393	0.252	0.758	-0.173
O	0.976	4.57	-1.34	0.058	-0.024	-0.318
O	-0.765	-6.622	-2.892	-0.454	-0.033	0.209
O	8.088	5.611	25.122	-0.043	0.485	0.144
O	-2.789	2.481	-3.432	-0.457	-0.208	-0.539
O	-4.783	-4.009	-2.131	0.358	0.517	0.24
O	0.025	-2.438	-7.182	0.378	0.647	-0.299
O	-2.003	0.449	25.82	-0.22	-0.373	0.03
O	-8.054	-0.061	25.48	0.506	-0.03	-0.407
O	7.237	-1.112	23.241	0.209	0.382	0.006
O	3.829	1.084	23.19	-0.286	-0.194	0.035
O	-7.247	-6.382	-5.604	-0.189	0.185	0.07
O	1.154	5.404	25.832	0.188	0.504	-0.255
O	2.583	0.144	-2.85	-0.287	0.326	-0.046
O	6.567	-1.432	-1.526	-0.214	0.423	-0.108
O	-2.924	4.696	-6.67	-0.118	-0.384	-0.236
O	2.94	-0.901	-6.427	-0.046	-0.119	0.187
O	-6.911	1.444	-6.431	0.436	-0.127	0.046
O	-5.631	-2.55	25.359	-0.028	0.129	0.135
O	-8.043	-2.906	-0.347	0.287	0.153	-0.566
O	-1.022	-4.57	-1.213	-0.291	-0.151	-0.318
O	-7.188	7.344	-1.355	0.142	0.032	-0.304
O	7.033	1.261	-5.281	-0.301	-0.087	0.433
O	2.743	5.384	22.24	0.078	0.156	0.161
O	-3.745	4.728	22.442	0.462	0.282	0.102
O	1.631	-1.168	23.343	-0.037	0.322	-0.078
O	-4.633	0.907	25.58	-0.105	-0.353	0.03
O	-6.649	-5.146	-0.813	-0.103	-0.495	-0.213
O	6.456	5.642	-5.875	0.027	-0.109	-0.015
O	-1.34	-5.997	-5.353	0.112	-0.05	-0.329
O	-4.408	3.015	24.269	0.598	-0.12	-0.022
O	6.98	-3.534	-5.952	0.173	-0.177	-0.192
O	0.582	5.946	-3.549	0.699	0.15	0.028
O	-0.53	5.457	-5.946	-0.134	-0.4	-0.002
O	-2.004	-3.645	-6.181	-0.224	-0.149	0.096
O	4.405	6.333	-1.36	-0.315	-0.098	-0.374
O	5.177	5.094	-3.609	-0.228	-0.198	0.048
O	-6.088	-6.043	-3.211	0.198	0.235	-0.272
O	-3.56	5.528	24.805	-0.218	-0.244	0.597
O	1.1	3.385	22.934	0.427	-0.279	0.588
O	-5.165	3.708	-5.454	0.023	-0.545	-0.392
O	-3.647	4.062	-1.514	0.05	-0.306	-0.094
O	5.606	2.784	22.284	-0.257	0.097	0.572
O	-7.574	6.878	-6.161	0.299	-0.125	-0.185
O	-6.426	1.078	-1.299	0.518	-0.339	-0.114
O	1.16	-6.501	-4.696	0.275	-0.437	-0.043
O	4.532	1.154	-1.43	0.676	-0.047	0.017
O	-2.44	-0.116	-2.58	0.231	-0.249	-0.135
O	-2.652	-8.153	-0.397	-0.21	0.071	-0.116
O	-5.872	8.028	-4.487	0.729	0.06	0.243
O	5.029	-0.604	-3.379	-0.087	-0.062	-0.262
O	-0.72	6.592	-1.29	0.274	0.41	-0.325
O	4.339	1.77	-4.018	0.377	0.541	0.258
O	0.432	-0.656	25.675	-0.46	-0.553	0.074
O	6.479	-7.361	23.032	0.16	-0.399	0.455
O	6.662	-2.089	25.689	-0.128	-0.648	-0.324
O	4.88	3.527	-5.779	0.406	-0.152	-0.386
O	2.716	1.816	-6.044	-0.541	0.286	-0.175
O	-1.315	4.443	-2.638	0.219	-0.324	0.095
O	-0.808	4.157	24.509	-0.329	0.238	0.073
O	-5.378	-7.816	25.692	-0.435	-0.022	-0.557
O	2.025	-2.674	25.508	0.048	-0.09	-0.258
O	1.727	-6.349	23.132	-0.194	-0.077	0.374
O	-6.55	-4.314	-6.986	-0.161	0.414	-0.506
O	3.826	5.834	-5.735	-0.274	-0.226	-0.028
O	5.393	-2.723	22.271	-0.016	-0.172	0.671
O	-3.147	-4.497	-4.039	0.228	-0.021	0.534
O	-3.071	8.071	24.513	0.124	0.188	-0.09
O	4.105	2.162	25.595	-0.251	0.059	-0.057
O	5.329	-5.66	-5.979	0.108	-0.088	0.592
O	2.876	-2.43	-3.416	0.13	-0.009	-0.712
O	-3.435	4.993	-4.059	0.072	0.447	0.159
O	-0.656	1.07	-3.967	0.3	0.394	-0.175
O	-0.051	-2.873	22.354	0.069	-0.088	0.423
O	-5.668	-3.712	-4.543	-0.32	-0.091	0.011
O	1.089	-6.179	-1.134	0.014	0.025	-0.143
O	-3.748	-5.684	-6.26	-0.519	0.264	0.389
O	5.334	-3.226	-3.146	0.43	-0.387	-0.355
O	7.266	-1.72	-4.085	0.421	0.259	0.102
O	0.606	-1.228	-3.838	-0.363	-0.601	0.11
O	-4.811	0.516	-3.264	0.298	-0.131	-0.515
O	-6.397	-3.632	23.074	-0.199	-0.079	0.229
O	-1.185	6.557	25.433	0.306	0.5	0.379
O	-6.546	5.497	-4.083	-0.004	0.073	0.344
O	-1.43	-1.103	-5.421	-0.285	-0.019	0.228
O	4.133	-6.832	24.048	0.043	0.229	0.431
O	4.476	-3.122	-6.402	-0.111	0.029	0.347
O	1.518	-1.774	-1.353	0.017	-0.46	-0.092
O	-6.737	2.597	25.415	-0.398	0.212	-0.335
O	6.266	4.452	-1.314	0.204	-0.342	-0.222
O	-7.726	3.313	-4.816	-0.486	0.417	-0.212
O	-6.031	4.947	23.845	-0.064	-0.11	0.316
O	8.158	-7.63	-3.467	-0.546	0.3	-0.083
O	-4.402	-6.475	-1.272	0.136	-0.027	-0.597
O	0.648	0.297	-6.079	-0.382	0.018	-0.241
O	5.682	7.76	25.27	0.387	-0.09	0.024
O	2.639	-5.205	25.391	0.128	-0.065	0.19
O	3.828	-7.856	-5.76	-0.245	0.475	0.325
O	0.749	-4.485	-3.143	-0.124	0.714	-0.281
O	-4.66	-2.514	-6.523	0.188	-0.076	0.335
O	3.578	-4.453	23.074	-0.154	0.1	0.098
O	-7.197	-2.025	-5.874	0.27	0.304	-0.08
O	-3.361	-5.873	25.293	0.16	0.363	0.38
O	4.985	1.04	-6.658	-0.223	-0.088	-0.248
O	6.413	-8.063	-6.28	0.171	0.309	0.439

Results
total energy: -101656.583 eV
total energy less fixed offsets of O -438.25, Si -107.07 eV per atom: -3.383 eV
